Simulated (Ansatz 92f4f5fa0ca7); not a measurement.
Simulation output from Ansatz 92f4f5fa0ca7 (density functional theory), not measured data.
Periodic cell of 226 atoms, Si133O92As1, from a study of silicon, its oxide and their interface. The atomic structure is a simulated model.
Doubt: the cutoff is far below the 930 eV that the study's wrapper takes by default for these files, so forces and energies are approximate.
This geometry differs little from another in the collection (a relaxation step or a small displacement).

Settings: functional PBE; potential files Ansatz PAW; basis plane waves; wave-function cutoff 580 eV; density cutoff ratio 5; exchange-correlation grid ratio 1; k mesh 1 x 1 x 1, Gamma-centred; self-consistency stop 5e-08 eV per atom in the density residual; occupations fixed; spin none; net charge +1 e, with a uniform compensating background and no finite-size correction.

Cell vectors (angstrom)
a, 10.938, 0, 0
b, 0, 10.938, 0
c, 0, 0, 31.9494

Atoms and the computed forces on them: element, x, y, z (angstrom), force x, y, z (eV/angstrom)
Si, 10.6275, 0.0011, 24.4144, 0.0025, 0.002, -0.0054
Si, 5.0783, 0.1221, 24.6621, -0.0035, -0.0026, 0.0012
Si, 2.8227, 2.291, 24.5265, -0.0031, -0.0026, -0.0045
Si, 8.5721, 2.4384, 24.5589, 0, 0.0008, -0.0004
Si, 10.7106, 5.5864, 24.3322, -0.0043, -0.004, -0.0025
Si, 5.1591, 5.6153, 24.4443, 0.001, 0.0022, -0.0045
Si, 2.9897, 7.9569, 24.4008, 0.0016, 0.0022, -0.0006
Si, 8.4185, 7.8305, 24.4143, -0.0017, -0.0033, -0.005
Si, 1.2939, 1.1293, 25.8385, 0.0009, -0.0004, 0.0048
Si, 6.8177, 1.3288, 25.7347, 0.0036, 0.001, -0.0007
Si, 3.9867, 4.0102, 25.7255, -0.0007, 0.0022, 0.0011
Si, 9.6917, 4.0215, 25.8512, 0.002, 0.0017, 0.0018
Si, 1.3402, 6.7962, 25.6649, 0.0034, 0.001, -0.0009
Si, 6.8044, 6.7216, 25.7494, 0.0005, 0.0012, 0.0046
Si, 4.0011, 9.4663, 25.9572, 0.0016, -0.0009, 0.001
Si, 9.4838, 9.4408, 25.7988, 0.0015, 0.0006, 0.0011
Si, 2.6352, -0.1348, 27.2892, -0.0041, -0.0018, 0.0036
Si, 8.1412, -0.0666, 27.1403, -0.0072, -0.0038, 0.0023
Si, 0.081, 2.652, 27.2097, -0.0002, -0.0005, 0.0011
Si, 5.4535, 2.7212, 27.104, 0.0017, 0.0005, 0.0007
Si, 2.6682, 5.4165, 27.1027, -0.0036, -0.0052, -0.0004
Si, 8.1937, 5.3678, 27.1295, -0.0014, -0.002, -0.0024
Si, 0.0138, 8.1529, 27.1262, -0.004, -0.0024, -0.0001
Si, 5.5126, 8.1403, 27.1798, -0.0016, -0.0013, 0.0003
Si, 4.0896, 1.3272, 28.489, -0.0044, -0.0032, 0.0007
Si, 9.5464, 1.3138, 28.5031, 0.0041, 0.0053, 0.0001
Si, 1.3926, 4.0665, 28.5606, -0.004, 0.0016, -0.005
Si, 6.8105, 4.058, 28.5182, 0.0017, 0.0009, -0.0029
Si, 4.0818, 6.774, 28.4858, 0.0037, 0.0067, 0.0008
Si, 9.5615, 6.7794, 28.4753, -0.0012, 0.0018, 0.0019
Si, 1.2909, 9.4778, 28.6279, 0.0078, 0.008, -0.0096
Si, 6.8263, 9.5365, 28.5594, 0.0008, 0.0016, -0.0054
Si, -0.0411, -0.0216, 29.9308, -0.004, 0.0008, 0.0038
Si, 5.4527, -0.0131, 29.8911, 0.0007, 0.0025, 0.0019
Si, 2.7754, 2.7133, 29.8939, 0.0029, -0.0034, 0.0017
Si, 8.1888, 2.7016, 29.8716, 0.0016, -0.0019, 0.0013
Si, -0.0144, 5.4393, 29.8842, 0.0021, 0.0003, 0.0014
Si, 5.4616, 5.4458, 29.8831, -0.002, -0.0009, 0.0013
Si, 2.7373, 8.1426, 29.9064, 0.0013, -0.0051, 0.004
Si, 8.228, 8.174, 29.8747, 0.0022, -0.0017, 0.0001
Si, 1.3717, 1.3757, 31.2481, 0.0002, 0.0012, -0.0016
Si, 6.826, 1.364, 31.2563, -0.001, -0.0005, -0.0002
Si, 4.1201, 4.0823, 31.2706, 0.0004, 0.0006, 0.0011
Si, 9.5515, 4.0822, 31.247, 0.0003, -0.0014, -0.0011
Si, 1.3543, 6.8092, 31.2687, 0, -0.0018, -0.0003
Si, 6.8347, 6.8422, 31.2378, 0.0013, 0.0016, -0.0004
Si, 4.0881, 9.5608, 31.2557, 0.0015, 0.0011, -0.0011
Si, 9.5518, 9.5434, 31.2873, 0.0012, 0.0001, 0.0007
Si, 2.7406, 0.0179, 0.6733, -0.0006, -0.0003, -0.0006
Si, 8.2046, 0.0164, 0.6706, -0.0004, -0.0001, 0.0018
Si, 0.0115, 2.7523, 0.6748, -0.001, 0.0007, 0.003
Si, 5.4905, 2.7464, 0.7015, -0.0009, -0.0019, -0.001
Si, 2.7417, 5.4596, 0.6671, 0, -0.0009, 0.0032
Si, 8.2128, 5.4926, 0.6606, -0.0001, 0.0001, -0.0016
Si, 0.0178, 8.213, 0.7041, 0.0008, 0.0036, -0.001
Si, 5.4869, 8.2288, 0.675, -0.0014, -0.0008, 0.0034
Si, 4.1064, 1.3859, 2.0604, 0.0049, -0.0001, -0.0012
Si, 9.6038, 1.3627, 2.0331, 0.004, -0.0029, -0.0052
Si, 1.3621, 4.1469, 2.0509, -0.0013, 0.0016, -0.001
Si, 6.8554, 4.1516, 2.0382, -0.0012, 0.0009, 0.0006
Si, 4.0978, 6.857, 2.014, -0.0025, 0.0029, -0.0033
Si, 9.5813, 6.8459, 2.0646, 0.0002, -0.0042, -0.0009
Si, 1.3702, 9.6276, 2.0575, -0.0042, 0.0032, -0.0011
Si, 6.8391, 9.6296, 2.0458, -0.0001, 0.0023, -0.0036
Si, 0.0287, 0.0483, 3.4761, -0.0011, -0.0028, -0.0073
Si, 5.5013, 0.0569, 3.4498, 0.0018, -0.0002, -0.0027
Si, 2.7098, 2.7679, 3.3944, -0.0091, 0.0013, 0.0002
Si, 8.2678, 2.7895, 3.3395, -0.0044, -0.0063, 0.0021
Si, 0.0328, 5.5162, 3.4723, -0.0061, -0.0102, -0.0046
Si, 5.4762, 5.5356, 3.3979, -0.0016, -0.0023, 0.0027
Si, 2.7476, 8.2464, 3.3728, 0.0069, -0.0065, 0.01
Si, 8.2539, 8.305, 3.3808, -0.009, 0.004, 0.0023
Si, 1.3768, 1.4651, 4.8509, 0.0075, 0.0009, 0.0024
Si, 6.9209, 1.4914, 4.7324, -0.007, 0.0139, 0.0062
Si, 4.0989, 4.1349, 4.7255, 0.0143, -0.0131, -0.0065
Si, 9.611, 4.0812, 4.7842, 0.0055, 0.0088, 0.0054
Si, 1.3554, 7.0137, 4.8239, -0.0034, 0.0208, -0.0081
Si, 6.8636, 6.9626, 4.7078, 0.014, -0.0081, -0.0046
Si, 4.0753, 9.6022, 4.7668, -0.012, 0.0048, -0.0037
Si, 9.6266, 9.5864, 4.8471, 0.0086, -0.0028, 0.0044
Si, 2.7583, 0.0494, 6.1442, 0.0039, -0.0035, -0.0019
Si, 8.3054, 0.1357, 6.0945, -0.003, -0.002, -0.0092
Si, 0.0122, 2.797, 6.3168, 0.0045, 0.0003, -0.0146
Si, 5.5188, 2.8418, 6.0865, 0.0199, 0.0161, 0.009
Si, 2.6733, 5.5061, 6.0469, -0.0047, 0.0046, 0.0048
Si, 8.2736, 5.5995, 5.9649, -0.0118, -0.0108, 0.0109
Si, 0.0502, 8.3207, 6.3864, -0.0008, -0.0008, -0.0005
Si, 5.5872, 8.3975, 6.1359, -0.0117, 0.0145, -0.0043
Si, 4.4185, 1.1915, 7.3413, -0.0068, -0.0029, -0.0016
Si, 9.8139, 1.1549, 7.6383, -0.0144, 0.014, 0.059
Si, 1.1547, 4.4884, 7.5418, -0.0075, -0.0165, 0.0247
Si, 6.6566, 4.5496, 7.2511, 0.0219, -0.0286, -0.0086
As, 4.2699, 6.7637, 7.4279, -0.0248, 0.0099, 0.1037
Si, 9.7333, 6.6274, 7.5138, 0.0003, 0.0082, 0.0002
Si, 1.2856, 9.9561, 7.7096, -0.001, 0.0073, 0.0016
Si, 6.7485, 10.0148, 7.4551, 0.0142, 0.0107, 0.0384
O, 9.5872, 1.2403, 23.9829, -0.002, -0.0011, -0.0026
O, 4.1068, 6.8058, 23.9472, -0.0017, -0.0029, -0.0025
O, 4.0131, 1.2358, 24.0324, 0.0015, 0.0019, -0.0023
O, 9.5367, 6.698, 23.9028, 0.0018, 0.0003, -0.0012
O, -0.0184, 5.5619, 8.0288, -0.0007, 0.0049, -0.0035
O, 5.5691, 0.1396, 7.934, -0.0031, 0.0091, -0.0036
O, 0.0794, 0.1005, 8.1589, -0.0101, -0.0009, -0.0181
O, 5.5826, 5.665, 7.9283, 0.0287, -0.0511, -0.0269
O, 7.6053, 3.9618, 8.4362, 0.0234, -0.0439, 0.0552
O, 8.7232, 7.0635, 8.7577, 0.0053, -0.0078, -0.006
O, 2.2093, 9.4725, 9.024, -0.0074, 0.0073, -0.0066
O, 8.8884, 1.6807, 8.9273, 0.0011, 0.0162, -0.0119
O, 7.6312, 9.4862, 8.7315, -0.0075, 0.0043, -0.0193
O, 3.5799, 1.83, 8.5911, 0.0026, 0.0005, -0.0017
O, 3.4719, 7.1518, 8.9987, 0.0195, 0.0009, -0.0772
O, 2.0927, 4.0414, 8.8191, -0.007, 0.0097, -0.0115
O, 8.1416, 3.4981, 23.3659, 0.0019, -0.002, 0.0022
O, 0.4531, 4.9313, 22.9552, -0.0015, 0.004, 0.0049
O, 1.8973, 2.7406, 23.2467, 0.0023, -0.0007, 0.0033
O, 5.8355, 4.9125, 23.116, -0.0023, 0.0019, 0.0041
O, 5.528, 9.976, 23.5148, -0.0008, 0.0022, 0.001
O, 2.4478, 8.6965, 23.0228, 0.0018, -0.0023, 0.0039
O, 0.1929, 10.065, 23.0891, -0.0028, 0.0025, 0.0051
O, 7.7892, 8.5721, 23.0753, 0.003, -0.0019, 0.0052
Si, 8.6579, 7.6974, 18.4408, -0.0002, 0.0004, -0.0028
Si, 8.7843, 6.3609, 13.6446, 0.0004, -0.0001, 0.0023
Si, 3.7855, 1.5397, 14.7508, -0.0007, -0.0005, 0.0029
Si, 2.1368, 5.7507, 17.6367, 0, -0.0003, -0.002
Si, 2.4166, 3.1431, 19.4917, -0.0003, 0.0006, -0.0038
Si, 9.8126, 9.0366, 12.1015, -0.0029, 0.0012, 0.0025
Si, 1.3328, 9.4219, 22.0735, -0.0004, 0.0005, -0.0032
Si, 9.1605, 0.9652, 13.2022, -0.0003, 0.0004, -0.0005
Si, 1.4225, 5.0593, 13.0363, 0.0009, -0.0023, 0.0019
Si, 1.7883, 8.2683, 12.8483, -0.0033, 0.004, 0.0036
Si, 6.6503, 9.5496, 22.4271, -0.0011, 0.0019, -0.0033
Si, 4.5245, 4.6009, 15.7218, 0, 0.0003, 0.0002
Si, 8.2142, 3.0242, 9.6049, -0.0181, 0.0235, -0.0437
Si, 0.8389, 8.2469, 19.264, 0, -0.0002, -0.0032
Si, 6.9503, 1.3483, 21.0949, 0.0004, 0.0003, -0.0036
Si, 8.2422, 8.3182, 9.7019, -0.0025, 0.0009, 0.003
Si, 10.8902, 5.2082, 15.6193, -0.0002, 0.0001, 0
Si, 7.5611, 9.4985, 16.3208, -0.0003, 0.0004, -0.0001
Si, 9.9306, 2.0557, 20.299, 0, 0.0005, -0.0041
Si, 3.2077, 8.5214, 9.9418, 0.0063, 0.001, -0.0067
Si, 6.6948, 3.3439, 17.412, -0.0007, 0.0004, -0.0009
Si, 1.1666, 0.2106, 19.8022, -0.0001, 0, -0.0037
Si, 3.2301, 2.818, 12.3169, -0.0009, 0.0019, 0.0025
Si, 7.221, 5.391, 19.683, -0.0001, -0.0013, -0.0038
Si, 5.752, 8.6581, 11.5556, 0.0029, 0.0011, -0.0016
Si, 5.7838, 6.0682, 13.2165, 0.0003, 0.0001, -0.0021
Si, 4.6295, 9.7032, 17.6362, -0.0007, 0.0005, -0.0015
Si, 1.0214, 3.5961, 22.1714, 0.0005, -0.0018, -0.0037
Si, 4.8974, 1.4836, 18.8053, 0, -0.0006, -0.0033
Si, 3.2055, 3.0903, 9.5378, -0.0012, -0.0014, -0.0001
Si, 6.4382, 10.8177, 13.7961, 0, -0.0007, 0.0016
Si, 10.3394, 0.1192, 15.9773, 0.0004, 0.0002, 0.0005
Si, 5.6656, 3.6552, 11.1727, 0.0028, 0.0021, -0.0049
Si, 9.843, 3.9019, 11.9201, -0.0027, -0.0014, 0.0007
Si, 2.3347, 9.9275, 15.5711, -0.0003, -0.0009, 0.0009
Si, 6.0764, 8.1161, 19.8035, -0.0001, 0.0004, -0.0042
Si, 6.9391, 3.9732, 22.3715, 0.0004, -0.0014, -0.0032
Si, 9.7513, 2.779, 17.3693, 0.0006, 0.0003, -0.0007
O, 7.1937, 6.379, 13.9833, -0.0011, 0.0002, -0.0014
O, 1.882, 7.0591, 18.6847, -0.0005, 0.001, 0.002
O, 10.2882, 4.0393, 16.5312, -0.0007, -0.0017, 0.0004
O, 6.1572, 9.9558, 17.0525, -0.0006, 0, 0.0003
O, 10.1359, 0.6986, 14.4684, 0.0014, -0.0011, 0.0016
O, 8.4459, 6.1141, 18.8531, -0.0001, -0.0001, 0.0014
O, 5.1578, 0.6834, 14.4335, -0.0006, 0.0001, -0.0013
O, 5.7164, 2.0513, 17.5224, -0.0002, -0.0003, 0.0005
O, 8.3478, 1.939, 20.5595, -0.0003, -0.0004, 0.002
O, 1.9895, 4.2994, 18.4055, 0.0001, -0.001, 0.0014
O, 6.9681, 2.801, 10.6508, 0.0118, 0.0077, -0.0232
O, 4.865, 2.7029, 12.2215, 0.0016, -0.001, -0.0015
O, 6.0288, 4.3914, 16.35, 0.0012, -0.0008, 0.0001
O, 4.584, 3.9114, 9.9321, -0.0059, -0.0027, 0.0057
O, 10.6884, 2.7725, 21.5583, 0, 0.0001, 0.0025
O, 9.7265, 6.1645, 14.9723, 0.0011, -0.0008, 0.0011
O, 6.0092, 6.4806, 19.8428, 0, 0, 0.002
O, 4.0802, 0.1696, 18.2898, 0, 0.0003, 0.0016
O, 9.247, 10.5573, 12.2675, -0.0003, 0.0006, -0.0005
O, 2.8551, 4.3646, 12.7089, -0.0007, 0.0007, -0.0013
O, 1.9122, 10.7061, 21.2114, 0, -0.0003, 0.002
O, 3.9946, 2.7233, 19.3851, -0.0004, 0.0001, 0.0017
O, 0.7186, 10.0432, 15.9692, -0.0009, 0, -0.0009
O, 1.2763, 9.8035, 18.8375, -0.0001, -0.0001, 0.0012
O, 1.7109, 1.6656, 19.2724, -0.0001, 0, 0.0015
O, 8.9275, 10.3966, 16.4992, 0.0001, -0.0005, -0.0004
O, 4.8719, 8.5782, 18.7993, 0.0003, -0.0008, 0.0021
O, 9.5948, 8.7478, 10.4997, 0.0028, 0.0005, 0.0014
O, 6.749, 4.0802, 18.8605, 0.0002, 0.0005, 0.0022
O, 2.8327, 1.7205, 13.4187, 0.0006, -0.0013, -0.0009
O, 5.8279, 8.765, 21.2693, -0.0002, -0.0005, 0.0021
O, 2.5421, 2.4566, 10.8837, -0.0005, 0.0012, 0.0023
O, 7.6237, 4.8486, 21.172, -0.0001, 0.0003, 0.002
O, 5.2062, 7.4691, 12.5548, -0.0018, -0.0028, -0.0004
O, 0.4257, 9.0788, 12.5296, 0.0062, -0.0012, -0.0025
O, 7.5659, 1.0562, 13.5678, -0.0004, 0.0001, -0.0012
O, 7.1016, 9.6332, 14.7439, 0.001, -0.0008, 0.0002
O, 8.9756, 5.0376, 12.699, -0.0003, 0.002, -0.0007
O, 8.091, 8.0379, 16.9112, 0.0004, -0.0008, 0.0003
O, 6.2163, 2.5733, 21.9082, 0, -0.0002, 0.002
O, 2.4578, 9.0703, 14.1337, 0.0012, 0.0024, -0.0002
O, 0.4269, 4.4891, 11.871, 0.0014, 0.0007, -0.0019
O, 0.8126, 8.317, 20.9371, 0, -0.0002, 0.002
O, 9.3971, 3.8365, 10.3541, -0.0109, -0.0037, -0.0099
O, 9.6447, 2.3863, 12.532, 0.0006, -0.0011, 0.0012
O, 7.6196, 8.5599, 19.3945, -0.0007, -0.0002, 0.0023
O, 2.5528, 8.2265, 11.3948, -0.0065, -0.0099, 0.0091
O, 3.9728, 3.0606, 15.3811, 0.0001, 0.0013, -0.001
O, 0.8345, 4.4955, 14.4446, -0.0007, -0.0007, 0.0001
O, 10.047, 2.998, 18.9607, 0.0001, 0, 0.0019
O, 9.1356, 7.8074, 12.9521, -0.0007, -0.001, -0.0016
O, 10.5137, 0.536, 20.0787, 0.0001, 0, 0.0018
O, 6.0333, 5.0405, 11.9442, -0.0005, 0.0015, 0.0004
O, 8.1531, 2.7445, 17.0107, -0.0003, -0.0002, -0.0002
O, 3.535, 5.483, 16.7359, -0.0008, 0.0002, -0.0001
O, 4.6943, 9.0853, 10.3486, -0.0003, 0.0011, 0.0009
O, 1.5362, 6.6813, 13.1708, -0.0003, -0.0003, 0.0004
O, 4.7551, 5.4875, 14.3508, -0.0017, -0.0012, 0.0006
O, 2.0499, 3.8526, 20.9243, 0.0003, 0, 0.0019
O, 10.5472, 1.4144, 16.948, -0.0002, 0.0005, 0.0004
O, 0.9503, 6.0768, 16.5583, 0.0013, 0.0006, 0.0011
O, 7.3299, 10.9512, 21.946, -0.0002, -0.0008, 0.002
O, 5.9317, 0.9115, 19.9207, 0.0002, -0.0003, 0.002
O, 6.0464, 10.0263, 12.4038, 0.0002, 0.0014, 0.0016
O, 2.8379, 0.5501, 15.62, 0, 0.0008, -0.0016
O, 7.0664, 8.0107, 10.7931, -0.0023, 0, 0.0006
O, 10.2432, 8.0171, 18.6888, 0.0002, -0.0003, 0.0013
O, 3.4357, 9.1974, 16.5947, 0.0011, -0.0009, 0.0006

Results
free energy: -141731.311 eV
free energy less fixed offsets of As -4856.12, O -568.88, Si -635.61 eV per atom: -2.101 eV

The program warned: the cutoff lies below the one the program advises for these potential files; the forces do not sum to zero within the program's tolerance; the exchange-correlation potential is rough where the density is thin.
